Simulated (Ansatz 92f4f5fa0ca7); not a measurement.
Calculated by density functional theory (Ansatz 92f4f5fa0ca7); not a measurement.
Periodic cell of 223 atoms, Si132O90P1, from a study of silicon, its oxide and their interface. The atomic structure is a simulated model.
Doubt: the cutoff is far below the 930 eV that the study's wrapper takes by default for these files, so forces and energies are approximate.
This geometry differs little from another in the collection (a relaxation step or a small displacement).

Settings
functional: PBE
potential files: Ansatz PAW
basis: plane waves
wave-function cutoff: 580 eV
density cutoff ratio: 5
exchange-correlation grid ratio: 1
k mesh: 1 x 1 x 1, Gamma-centred
self-consistency stop: 5e-08 eV per atom in the density residual
occupations: fixed
spin: none
net charge: +1 e, with a uniform compensating background and no finite-size correction

Cell vectors (angstrom)
a	10.938	0	0
b	0	10.938	0
c	0	0	32.1988

Atoms: element, x, y, z (angstrom)
Si	10.583	0.2244	24.8662
Si	5.7324	10.6811	24.7365
Si	2.4772	2.9165	24.6366
Si	8.4226	2.4665	24.8246
Si	0.2716	5.1688	24.753
Si	5.15	5.7492	24.6907
Si	2.9293	8.0106	24.5959
Si	7.9373	8.4383	24.7305
Si	1.3283	1.3839	26.035
Si	6.8432	1.3086	26.1202
Si	4.0415	4.1045	25.9899
Si	9.6077	4.0594	26.0863
Si	1.3957	6.8281	26.0015
Si	6.7667	6.8535	26.0243
Si	4.1011	9.5356	25.9989
Si	9.4605	9.5706	26.1512
Si	2.7286	-0.0042	27.344
Si	8.158	-0.0195	27.5606
Si	0.0113	2.7169	27.4886
Si	5.4394	2.7443	27.3648
Si	2.7274	5.4665	27.4307
Si	8.1851	5.473	27.3514
Si	-0.0078	8.1835	27.3729
Si	5.4413	8.2001	27.4488
Si	4.0823	1.3657	28.7475
Si	9.58	1.3533	28.8464
Si	1.3687	4.1069	28.8166
Si	6.8303	4.1026	28.7392
Si	4.1	6.8174	28.8061
Si	9.5552	6.8241	28.7493
Si	1.3679	9.5672	28.7345
Si	6.789	9.5428	28.8628
Si	0.0255	-0.0253	30.1651
Si	5.4321	0.0118	30.1666
Si	2.741	2.7276	30.1594
Si	8.1949	2.7501	30.142
Si	-0.0199	5.4712	30.1444
Si	5.4874	5.4561	30.1541
Si	2.7256	8.2118	30.1289
Si	8.2098	8.1767	30.1678
Si	1.3814	1.3547	31.5374
Si	6.8354	1.3769	31.5016
Si	4.1198	4.0925	31.5239
Si	9.5676	4.0994	31.5206
Si	1.3568	6.8497	31.4863
Si	6.853	6.8117	31.544
Si	4.0843	9.5654	31.5266
Si	9.5873	9.5513	31.5259
Si	2.7472	-0.0084	0.7192
Si	8.2105	0.0078	0.6629
Si	-0.0008	2.7313	0.6937
Si	5.4941	2.7294	0.6976
Si	2.738	5.4993	0.6498
Si	8.227	5.4497	0.7197
Si	0.0203	8.1884	0.6986
Si	5.4771	8.2057	0.6902
Si	4.1434	1.3582	2.0676
Si	9.571	1.349	2.0632
Si	1.3801	4.1394	2.0154
Si	6.8656	4.0724	2.0814
Si	4.1075	6.8349	2.0555
Si	9.5965	6.8308	2.0716
Si	1.3935	9.5433	2.0745
Si	6.8478	9.5954	2.0414
Si	0.0075	-0.0362	3.4049
Si	5.5113	0.005	3.4737
Si	2.7824	2.7942	3.3465
Si	8.2062	2.6884	3.4752
Si	0.0382	5.474	3.4442
Si	5.496	5.4679	3.4001
Si	2.7821	8.2108	3.4712
Si	8.2192	8.2304	3.384
Si	1.3974	1.4268	4.6285
Si	6.8676	1.3143	4.9314
Si	4.1564	4.091	4.7871
Si	9.5926	4.081	4.7752
Si	1.4266	6.8307	4.8309
Si	6.8259	6.8917	4.7248
Si	4.1773	9.5775	4.8703
Si	9.5767	9.5463	4.801
Si	2.7371	0.1171	6.0463
Si	8.24	-0.0823	6.2946
Si	0.0375	2.671	6.0762
Si	5.5002	2.7504	6.2775
Si	2.8506	5.4865	6.1811
Si	8.1707	5.4784	6.0269
Si	0.0308	8.1865	6.1669
Si	5.5532	8.211	6.2621
P	3.8599	1.5879	7.5222
Si	9.8625	1.1291	7.4895
Si	1.6684	3.8085	7.2993
Si	6.6683	4.4385	7.5093
Si	4.4175	6.633	7.5828
Si	9.3884	6.9194	7.4032
Si	1.1558	9.9145	7.331
Si	7.201	9.2016	7.6886
O	8.3478	8.0569	7.9502
O	2.7921	2.6945	7.9272
O	9.519	1.3513	24.2722
O	4.0463	6.8658	24.1336
O	0.0552	0.0203	8.0021
O	5.537	5.5087	8.0682
O	6.8465	9.5719	24.2013
O	1.3683	4.0629	24.1714
O	3.8552	7.3594	8.9703
O	0.9663	4.3679	8.6474
O	9.8562	6.0671	8.7377
O	2.1822	9.3883	8.4922
O	7.5477	3.9428	8.8031
O	4.2586	0.9491	8.9368
O	6.7494	9.5558	9.223
O	9.2236	1.8548	8.8211
O	7.7054	3.1542	23.5236
O	10.4908	5.8433	23.449
O	5.081	0.4319	23.4013
O	5.8551	5.0893	23.3643
O	3.0999	2.2064	23.2767
O	2.2939	8.7223	23.2315
O	8.6197	7.7571	23.3977
O	0.2272	10.3272	23.6004
Si	4.3843	1.5699	22.4653
Si	3.4754	7.9265	14.0376
Si	7.1053	0.9452	14.6838
Si	0.9395	9.3548	22.5241
Si	1.1697	4.3051	11.8932
Si	6.2522	8.9564	15.3255
Si	0.6578	1.3702	12.3082
Si	8.6189	4.9542	20.5143
Si	0.3677	5.6956	9.3647
Si	5.0824	3.1217	17.9308
Si	0.8699	3.7439	16.7512
Si	10.3891	2.847	19.2345
Si	5.2802	1.2158	10.2946
Si	0.8736	0.1762	19.8514
Si	6.6365	9.4682	10.8634
Si	9.3243	9.678	18.3322
Si	9.3712	9.2593	12.5827
Si	6.5664	3.8451	22.5878
Si	2.4435	8.0709	9.4035
Si	10.5742	7.368	17.0775
Si	2.4973	6.2914	16.5824
Si	10.1619	4.4918	14.1933
Si	6.123	9.1837	18.5197
Si	7.9703	2.5732	9.5763
Si	8.856	2.1356	12.4668
Si	5.3252	6.2452	18.0665
Si	3.9086	0.5584	19.4626
Si	4.2657	3.851	12.028
Si	5.5263	6.6112	12.1368
Si	7.9998	2.5062	17.2255
Si	4.3501	2.4691	14.9569
Si	1.5209	1.2145	15.2622
Si	1.5485	9.4191	12.064
Si	8.0364	6.8539	13.8648
Si	10.3673	9.8392	15.4968
Si	9.805	7.0138	22.5523
Si	8.0982	5.4845	17.4122
O	6.0184	7.9831	11.2899
O	6.0018	9.1998	16.8993
O	7.6616	1.3545	13.2085
O	0.8583	1.7515	13.8754
O	9.4174	6.2516	16.8752
O	6.7505	6.2068	13.1191
O	5.1123	4.6574	18.5978
O	9.2133	2.1589	18.2811
O	2.3527	0.0947	19.0816
O	9.3993	10.2377	16.7715
O	2.7756	4.444	11.7047
O	5.0513	10.324	19.1028
O	9.407	3.2533	13.4777
O	0.4454	1.7649	19.9588
O	3.1304	1.3678	15.0387
O	8.1593	5.3772	19.025
O	3.8815	6.6015	17.3856
O	4.5629	3.2834	16.3668
O	9.055	5.674	14.3024
O	5.4487	2.7569	22.1416
O	10.6584	4.1346	15.6829
O	0.3239	3.8689	18.2825
O	10.4135	10.5112	19.2251
O	9.6304	10.0372	14.0331
O	10.9061	8.1193	22.0938
O	1.1843	2.1608	16.5359
O	9.7236	3.7516	20.4228
O	8.1218	4.0326	16.6819
O	-0.0623	9.1117	11.909
O	6.5656	2.4161	17.9994
O	5.5491	10.7466	11.1168
O	7.7338	9.5928	18.8433
O	10.0102	1.0301	12.0527
O	1.2868	6.993	9.0652
O	0.613	4.7663	13.3545
O	5.6906	7.6216	18.9833
O	5.2244	5.0961	11.5
O	2.7007	6.9768	15.1138
O	0.9073	2.7419	11.4692
O	0.8499	10.6841	15.5469
O	2.3884	8.5991	10.9245
O	4.6586	2.4555	11.1732
O	4.2694	3.4752	13.6384
O	2.1839	4.683	16.4861
O	10.685	8.2506	15.6955
O	6.925	10.2772	14.6729
O	2.3253	8.9525	13.4344
O	8.0219	1.5216	15.9135
O	4.1097	6.9967	12.8509
O	4.1563	2.0076	18.7065
O	7.2829	4.4221	21.2639
O	8.3456	2.8948	11.1142
O	1.1658	6.8686	17.356
O	5.6329	1.5453	14.7656
O	8.1028	9.7823	11.5999
O	9.199	6.2894	21.2379
O	8.9306	7.7292	12.8473
O	1.6369	0.1245	11.8889
O	6.634	6.1494	17.0663
O	7.3781	7.7899	15.0406
O	1.2045	10.3008	21.2336
O	10.0134	8.1982	18.3546
O	3.9435	0.859	21.0758
O	0.3308	5.3278	10.9279
O	6.6635	1.6008	9.5325
O	4.7668	8.7033	14.6764

Results
free energy: -135859.441 eV
free energy less fixed offsets of O -568.88, P -755.39, Si -635.61 eV per atom: -4.331 eV

Forces (eV/angstrom), in the order of the atoms: element, x, y, z
Si	-0.0046	0.0058	0.0169
Si	0.008	-0.0099	0.0184
Si	-0.0065	0.0094	0.021
Si	0.0084	-0.0098	0.0139
Si	0.0138	-0.0078	0.0187
Si	-0.0099	0.0096	0.0211
Si	0.0102	-0.0106	0.0225
Si	-0.0079	0.0079	0.0184
Si	0.0017	-0.0014	-0.0083
Si	-0.0042	0.0034	-0.0095
Si	-0.0016	0.0012	-0.0045
Si	-0.0023	0.0029	-0.0075
Si	-0.0005	-0.0017	-0.005
Si	-0.0006	0.0015	-0.0059
Si	0.003	0.0007	-0.0054
Si	0.0049	-0.002	-0.009
Si	0.0011	-0.0009	0.0062
Si	-0.0005	0.0016	-0.0032
Si	0.0012	-0.0002	-0.0011
Si	0.0036	0.0022	0.0055
Si	0.0011	0.0017	-0.0025
Si	0.0008	0	0.006
Si	0.0031	0.001	0.0053
Si	-0.0027	0.0001	-0.0014
Si	-0.0027	-0.0002	-0.0082
Si	0.0032	0.0009	0.013
Si	-0.0004	0.0058	0.0036
Si	-0.0024	0.0022	-0.0058
Si	0.0026	-0.0002	-0.0002
Si	0.0012	-0.0024	-0.0056
Si	0.0022	0.0002	-0.0049
Si	-0.0122	-0.0022	0.0131
Si	-0.003	0.0076	-0.0014
Si	0.0088	-0.0091	-0.0012
Si	-0.0015	0.0046	-0.001
Si	0.005	-0.0052	-0.0003
Si	0.0063	-0.0065	-0.0008
Si	-0.0064	0.0025	-0.0016
Si	0.0036	-0.0038	-0.0001
Si	-0.0044	0.006	-0.0011
Si	0.0022	-0.0062	-0.0012
Si	-0.0036	0.0057	0.0005
Si	0.0051	-0.0014	-0.0015
Si	-0.0006	0.0041	-0.0018
Si	-0.0031	0.0035	0.0013
Si	0.005	-0.0021	-0.0019
Si	-0.0055	0.0055	-0.0025
Si	0.0013	-0.0045	0
Si	0.0018	0.0047	0.0012
Si	0.0012	-0.0003	0.0004
Si	0.0028	0.0012	-0.0005
Si	-0.006	-0.0038	0.002
Si	-0.0004	-0.0013	0.0018
Si	-0.001	-0.0028	0.001
Si	0.0077	0.0014	0.0035
Si	0.0039	0.002	-0.0008
Si	0.0058	-0.003	0.0033
Si	-0.0073	0.0049	-0.0088
Si	-0.0036	0.0071	0.0107
Si	0.0016	0.0068	-0.0029
Si	-0.0086	0.003	-0.0041
Si	-0.0061	0.0052	0.0026
Si	-0.0085	-0.0037	-0.0045
Si	0.0068	-0.0085	0.0089
Si	-0.0008	-0.0353	-0.0151
Si	-0.0093	0.0246	0.0168
Si	0.0266	0.0121	-0.0227
Si	-0.0175	-0.0052	0.0069
Si	0.016	-0.0021	-0.0021
Si	0.0142	-0.0162	0.0002
Si	-0.0009	0.0092	0.009
Si	0.0111	0.0057	0.0052
Si	-0.016	0.026	0.0102
Si	0.0083	-0.0066	-0.0043
Si	-0.0279	0.0152	0.0085
Si	0.0091	-0.0144	0.0119
Si	0.0188	-0.0104	0.0085
Si	0.0122	0.0101	0.016
Si	-0.0058	-0.0015	-0.005
Si	-0.0205	-0.0055	0.0013
Si	0.0588	-0.043	-0.0107
Si	0.0001	0.0287	0.0127
Si	0.0104	0.0265	0.0239
Si	0.0196	-0.0425	-0.0354
Si	-0.0198	-0.0239	0.0149
Si	-0.0033	0.0096	-0.0128
Si	0.0047	-0.0127	-0.0149
Si	-0.0093	0.0073	0.0217
P	0.0698	-0.0638	0.1026
Si	-0.062	-0.0133	-0.0777
Si	-0.0149	0.0398	-0.2658
Si	-0.001	-0.0205	-0.0198
Si	0.0044	0.0273	-0.083
Si	-0.0358	0.0412	-0.0673
Si	0.0328	-0.0089	0.0019
Si	0.0051	-0.0164	-0.0773
O	-0.0038	-0.0067	0.0473
O	-0.0134	0.0218	-0.0022
O	0.0007	0.0009	0.0049
O	0.0027	-0.0011	-0.0024
O	0.0124	0.026	0.0244
O	-0.0132	-0.0029	0.021
O	0.0009	-0.0001	0.0018
O	0.0001	-0.0025	0.0013
O	-0.0256	0.0193	0.0395
O	-0.0665	0.0666	0.2213
O	-0.0005	-0.0223	0.0241
O	-0.005	-0.0309	0.0296
O	0.0277	-0.025	0.0357
O	0.0453	-0.0432	0.0248
O	-0.0087	0.0025	0.0682
O	-0.0163	0.0229	0.0437
O	-0.0156	0.0141	-0.0158
O	-0.0156	0.0187	-0.0171
O	-0.0138	0.0196	-0.0188
O	0.0179	-0.0208	-0.0182
O	0.0189	-0.0147	-0.0186
O	-0.0194	0.0154	-0.0167
O	0.0191	-0.0154	-0.0183
O	0.0137	-0.0198	-0.0238
Si	0.0005	0.0028	0.0179
Si	-0.0019	0.0007	-0.0019
Si	-0.0002	0.0033	-0.0012
Si	0.0031	-0.0053	0.018
Si	-0.0021	0.0011	-0.0032
Si	-0.0037	-0.0013	0.0039
Si	0.0044	0.0039	0.0026
Si	-0.0088	0.0087	0.0047
Si	0.0125	-0.0253	-0.0519
Si	-0.0014	-0.0041	-0.0065
Si	-0.0076	-0.0023	-0.0005
Si	-0.0005	0.003	-0.0036
Si	-0.0182	0.0084	-0.0448
Si	0.0088	-0.01	0.0045
Si	-0.0331	0.0373	-0.0395
Si	0.003	0.0049	-0.0059
Si	-0.0017	0.0036	0.0088
Si	-0.0028	0.0031	0.012
Si	0.0184	0.009	-0.0516
Si	-0.0004	-0.0014	-0.0017
Si	0	-0.0005	-0.0076
Si	0.0032	-0.0119	-0.0011
Si	-0.0045	0.0052	-0.0137
Si	-0.0312	-0.0103	-0.0352
Si	-0.0014	0.0099	0.0013
Si	-0.0009	-0.0019	-0.0092
Si	-0.0055	0.004	0.0123
Si	0.0076	-0.0242	-0.0033
Si	-0.0011	0.0009	0.0085
Si	0.0009	-0.0045	-0.0011
Si	0.0025	0.0051	-0.0119
Si	-0.0041	0.0054	-0.0042
Si	0.0163	0.0009	-0.004
Si	-0.0031	-0.0033	0.0086
Si	0.0004	0.0071	-0.0033
Si	-0.0015	0.0013	0.0113
Si	0.0026	-0.0033	0.0078
O	-0.0038	-0.0193	-0.0028
O	-0.0004	0.0007	0.0045
O	-0.0102	-0.007	0.0027
O	0.0094	-0.0036	0.0131
O	0.001	0.0035	-0.001
O	0.0138	0.0011	-0.0049
O	-0.0003	0.0037	0.0066
O	-0.0055	-0.0005	0.0018
O	0.0012	0	0.0006
O	-0.0023	-0.0024	0.0024
O	0.0014	-0.0029	-0.01
O	0.005	-0.007	0.0039
O	0.002	0.0077	-0.0078
O	-0.0025	0.0016	0.0073
O	-0.0018	0.0006	-0.0049
O	-0.0035	0.0029	-0.0113
O	0.0033	-0.0003	0.0052
O	0.0015	0.0016	0.0025
O	-0.0013	0.0011	-0.0096
O	-0.0009	-0.002	0.0044
O	0.0056	0.0003	0.0082
O	0.0023	0.0018	0.0025
O	-0.0082	-0.0037	0.001
O	0.0027	0.0003	0.0092
O	0.0016	0.0023	0.0066
O	0.0006	0.0024	0.0011
O	0.0062	-0.0087	0.0041
O	-0.0022	0.0012	-0.0031
O	-0.0128	0.0009	-0.0099
O	-0.0006	0.0013	0.0038
O	0.0216	-0.0323	0.0012
O	0.0011	-0.0013	0.0082
O	0.0004	-0.0011	-0.0103
O	0.0038	0.0152	0.0063
O	-0.0105	0.0048	0.0023
O	-0.001	-0.0031	0.0101
O	-0.0007	0.0106	-0.0093
O	-0.0045	-0.005	0.007
O	-0.0041	-0.0074	-0.0012
O	-0.0015	-0.0027	-0.002
O	-0.0125	0.0186	0.0228
O	-0.0127	0.0332	0.0226
O	-0.0014	-0.0134	0.0159
O	0.0006	0.0013	-0.0013
O	-0.0011	-0.0035	-0.0019
O	-0.0029	-0.003	-0.0058
O	0.0087	-0.0067	0.0019
O	0.0012	0.0041	0.0031
O	-0.0105	0.0082	-0.0009
O	0.0036	0.0059	-0.0006
O	0.0162	0.0078	-0.0111
O	0.0084	-0.0085	0.0165
O	-0.0027	0.0007	0.0035
O	-0.0063	-0.0013	-0.0028
O	0.0201	-0.0053	0.0002
O	-0.0072	-0.0147	-0.0094
O	-0.0025	-0.0054	-0.0079
O	-0.0083	-0.0005	-0.0085
O	-0.0041	0.0004	-0.0009
O	-0.0048	0.0068	-0.0009
O	0.0001	0.0184	-0.0198
O	-0.0003	-0.0012	0.0037
O	-0.0056	-0.0121	-0.023
O	0.0043	-0.0116	0.0363
O	0.0378	0.0199	-0.0002
O	0.0067	0.0023	-0.0022

The program warned: the cutoff lies below the one the program advises for these potential files; the exchange-correlation potential is rough where the density is thin.
